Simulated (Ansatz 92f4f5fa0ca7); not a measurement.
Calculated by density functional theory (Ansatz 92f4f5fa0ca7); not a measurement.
Periodic cell of 225 atoms, Si133O90H2, from a study of silicon, its oxide and their interface. The atomic structure is a simulated model.
Doubt: the cutoff is far below the 930 eV that the study's wrapper takes by default for these files, so forces and energies are approximate.

Settings
functional: PBE
potential files: Ansatz PAW
basis: plane waves
wave-function cutoff: 580 eV
density cutoff ratio: 5
exchange-correlation grid ratio: 1
k mesh: 1 x 1 x 1, Gamma-centred
self-consistency stop: 5e-08 eV per atom in the density residual
occupations: fixed
spin: none
net charge: 0

Cell vectors (angstrom)
a 10.938 0 0
b 0 10.938 0
c 0 0 33.3082

Atoms: element, x, y, z (angstrom)
Si 0.4442 -0.3524 25.959
Si 5.3305 0.3154 25.7895
Si 2.9483 2.404 25.7774
Si 7.9518 3.0236 26.0565
Si -0.2757 5.6202 25.7463
Si 5.8522 5.3158 25.8558
Si 2.6174 8.3098 25.712
Si 8.5702 8.0063 25.7814
Si 1.5029 1.2872 27.2546
Si 6.7887 1.4083 27.2695
Si 4.1133 4.1178 27.0082
Si 9.5963 4.1473 27.2519
Si 1.3807 6.7798 27.0461
Si 6.9747 6.8718 27.1747
Si 4.1886 9.5387 27.03
Si 9.6782 9.5255 27.1875
Si 2.8434 -0.0943 28.5545
Si 8.229 -0.021 28.507
Si 0.0436 2.6966 28.5192
Si 5.4063 2.7876 28.5455
Si 2.7465 5.4424 28.454
Si 8.2305 5.4834 28.5949
Si 0.0583 8.1355 28.5336
Si 5.5081 8.1946 28.482
Si 4.1018 1.3673 29.8899
Si 9.5708 1.3673 29.8899
Si 1.3673 4.1018 29.8899
Si 6.8362 4.1018 29.8899
Si 4.1018 6.8362 29.8899
Si 9.5708 6.8362 29.8899
Si 1.3673 9.5708 29.8899
Si 6.8362 9.5708 29.8899
Si 0 0 31.2572
Si 5.469 0 31.2572
Si 2.7345 2.7345 31.2572
Si 8.2035 2.7345 31.2572
Si 0 5.469 31.2572
Si 5.469 5.469 31.2572
Si 2.7345 8.2035 31.2572
Si 8.2035 8.2035 31.2572
Si 1.3673 1.3673 32.6244
Si 6.8362 1.3673 32.6244
Si 4.1018 4.1018 32.6244
Si 9.5708 4.1018 32.6244
Si 1.3673 6.8362 32.6244
Si 6.8362 6.8362 32.6244
Si 4.1018 9.5708 32.6244
Si 9.5708 9.5708 32.6244
Si 2.7345 0 0.6835
Si 8.2035 0 0.6835
Si 0 2.7345 0.6835
Si 5.469 2.7345 0.6835
Si 2.7345 5.469 0.6835
Si 8.2035 5.469 0.6835
Si 0 8.2035 0.6835
Si 5.469 8.2035 0.6835
Si 4.1018 1.3673 2.0507
Si 9.5708 1.3673 2.0507
Si 1.3673 4.1018 2.0507
Si 6.8362 4.1018 2.0507
Si 4.1018 6.8362 2.0507
Si 9.5708 6.8362 2.0507
Si 1.3673 9.5708 2.0507
Si 6.8362 9.5708 2.0507
Si 0 0 3.418
Si 5.469 0 3.418
Si 2.7345 2.7345 3.418
Si 8.2035 2.7345 3.418
Si 0 5.469 3.418
Si 5.469 5.469 3.418
Si 2.7345 8.2035 3.418
Si 8.2035 8.2035 3.418
Si 1.3379 1.3711 4.8106
Si 6.7923 1.3912 4.7696
Si 4.0377 4.1709 4.746
Si 9.5604 4.1152 4.819
Si 1.3584 6.8451 4.8003
Si 6.8085 6.8464 4.7962
Si 4.0769 9.5767 4.8502
Si 9.5039 9.6315 4.6855
Si 2.63 -0.049 6.2349
Si 8.1531 0.0051 6.0988
Si -0.0283 2.752 6.2203
Si 5.3386 2.7351 6.0482
Si 2.7274 5.5109 6.2335
Si 8.1285 5.4337 6.177
Si -0.1314 8.2323 5.99
Si 5.4538 8.2021 6.2375
Si 3.7801 1.6288 7.4213
Si 9.6899 1.1287 7.456
Si 1.5936 3.8997 7.5359
Si 6.5098 4.2112 7.4199
Si 4.3851 6.5682 7.601
Si 9.2615 7.1309 7.3542
Si 0.8939 9.7432 7.4321
Si 7.0738 9.3888 7.5015
O 9.6015 6.8073 25.2469
O 4.1377 1.3539 25.2536
O 8.1874 8.245 7.9696
O 2.7036 2.7562 7.9989
O 6.8989 4.1167 25.3787
O 1.497 9.4719 25.3021
O 5.4815 5.3856 7.9367
O -0.1221 0.0151 7.9058
O 6.9593 3.3798 8.7757
O 6.5494 10.1542 8.8781
O 10.149 6.5659 8.6148
O 1.1234 8.8447 8.7941
O 4.6022 1.0581 8.7162
O 1.0293 4.6207 8.9261
O 8.9308 1.5683 8.8598
O 3.9617 7.0472 9.1206
O 8.0358 8.8379 24.4518
O 8.7207 2.2713 24.8378
O 5.5066 6.249 24.5264
O 2.0012 2.8071 24.4789
O 10.7637 0.4245 24.669
O 0.1988 4.7687 24.4012
O 7.2392 11.889 20.6886
O 6.2339 10.7874 24.4849
Si 9.6755 1.3519 23.9258
Si 4.5858 6.4441 20.5674
Si 1.0488 8.9145 10.421
Si 17.2825 5.267 15.8752
Si 7.3448 2.1491 19.5739
Si 19.2838 14.344 12.6016
Si 11.0296 5.0107 16.8317
Si 9.2819 -0.6401 16.4824
Si 15.4364 10.5052 19.0013
Si 12.7133 3.0532 18.2655
Si 8.3498 2.9481 9.505
Si 2.9525 7.992 18.473
Si 11.5718 1.1311 16.2406
Si 0.4156 13.6799 13.4932
Si 4.3095 2.5091 19.9835
Si 6.1292 2.4537 14.4539
Si 7.1141 5.9075 18.8262
Si 5.2182 10.7854 9.5945
Si 15.1768 6.5523 23.55
Si 17.9087 10.2652 20.694
Si 3.0781 4.3184 21.9373
Si 11.5224 9.6206 14.7889
Si 6.6002 11.567 16.9715
Si 5.2595 8.3041 13.1184
Si 10.5291 5.2181 9.4308
Si 3.709 6.9746 15.4896
Si 7.4789 10.1438 23.6376
Si -2.1915 8.4698 18.886
Si -0.3957 6.8209 12.0507
Si 1.5956 11.0572 12.2634
Si 11.0285 6.6963 19.0748
Si 3.8389 8.1218 10.3329
Si 0.815 3.4919 23.5691
Si 10.0981 3.7689 19.1442
Si 4.8297 11.2985 12.5488
Si 7.8036 6.3167 13.4942
Si 1.3227 5.4227 14.1397
O 9.9296 7.7068 19.7113
O 5.0956 1.7407 13.3946
O 11.4444 2.8274 19.3088
O 7.4048 12.454 18.0783
O 4.1323 7.9916 14.274
O 4.0506 0.9173 19.792
O 2.3388 8.0686 10.9464
O -1.061 4.0353 17.5078
O 7.6979 4.9204 12.618
O 9.4741 -1.8205 17.5834
O 5.8042 14.8938 15.0346
O 5.4664 9.9353 13.2219
O 10.7159 8.1891 11.1597
O 17.6772 5.0607 17.4598
O 1.3754 10.7111 15.7214
O 6.0646 12.4756 15.7722
O 1.5694 7.4142 19.1635
O 19.675 3.0476 19.7666
O 7.5248 18.4004 18.4553
O 12.6562 1.7819 17.2529
O 3.2106 11.1438 12.4148
O 3.23 7.605 24.318
O 19.142 9.6447 19.8475
O 9.4149 4.0999 9.1098
O 11.9169 9.9185 13.2578
O 3.9045 2.9618 21.5142
O 4.7157 7.1198 22.0743
O 1.1653 10.5052 10.7917
O 5.1001 6.2912 15.9497
O 18.6217 10.5339 16.3348
O -2.8024 2.7897 11.1044
O 6.6404 7.4464 13.2968
O 5.8861 2.9296 19.7051
O 11.0351 5.1835 15.2299
O 16.2351 10.8235 17.6069
O 10.1436 11.6303 16.9399
O 0.283 2.1407 15.0078
O 3.5735 5.0646 23.3128
O 14.0217 -3.3143 16.8812
O 11.9883 8.1113 15.1546
O 5.5319 11.4066 11.0688
O 4.1044 -1.3377 9.6924
O 8.6502 11.2277 23.2272
O 4.8173 7.8561 11.6027
O 10.5908 2.4274 23.0842
O 3.3609 5.3623 20.711
O 7.6591 5.8782 15.0816
O -0.4742 5.5554 11.0135
O 9.9045 9.8117 15.0465
O 0.9135 12.5114 12.4797
O 6.9097 9.661 22.1971
O 1.5249 3.9421 13.462
O 4.1803 7.3963 19.3358
O 2.7004 5.8455 14.8848
O 9.9241 14.285 12.9951
O 3.1644 9.6141 18.6724
O 9.2226 6.9735 13.0138
O 16.9457 5.8342 20.0459
O 0.8808 6.4908 13.0028
O 10.8138 6.5163 17.4482
O 16.5053 9.7932 20.0092
O 1.5001 3.9968 22.1699
O 10.6667 5.2265 19.7596
O 23.4085 4.4294 17.393
O 14.1916 3.1956 18.9253
O 7.5808 2.4825 13.7098
H 8.2919 5.3037 19.4309
H 11.8723 7.8846 16.1525

Results
free energy: -135767.487 eV
free energy less fixed offsets of H -15.97, O -568.88, Si -635.61 eV per atom: -0.217 eV

Forces (eV/angstrom), in the order of the atoms: element, x, y, z
Si -0.0002 -0.002 -0.0037
Si 0.0017 -0.0016 0.0006
Si 0.0029 -0.0002 -0.0016
Si -0.0003 -0.0007 -0.0026
Si -0.001 -0.0006 0.0038
Si -0.0018 0.0011 -0.0004
Si -0.0014 0.0008 0.0044
Si -0.0005 0.0003 -0.0032
Si -0.003 0.004 -0.0006
Si 0.0001 -0.003 -0.0034
Si 0.0011 -0.0016 0.0006
Si 0.0009 -0.0006 -0.004
Si -0.0018 0.0015 -0.0017
Si -0.0018 0.0001 0.0006
Si -0.0005 0.0009 -0.0024
Si -0.0035 0.0022 0.0004
Si 0.0042 -0.0033 0.0021
Si 0.0019 -0.001 0.0018
Si 0.0005 -0.0002 0.0023
Si 0.0001 0.0015 0.0025
Si 0.0005 0.0012 0.0041
Si 0.0013 -0.0009 0.0039
Si 0.0023 -0.0026 0.0008
Si 0.0009 0.0005 0.0037
Si 0.0737 -0.0321 0.2992
Si 0.0531 -0.0722 -0.107
Si 0.1854 -0.0237 -0.198
Si -0.1922 0.0959 0.2097
Si 0.0158 -0.0573 -0.4907
Si 0.3218 0.0967 0.5234
Si 0.2437 -0.3183 0.0884
Si 0.0705 -0.0292 -0.1347
Si 0 0.0259 -0.0362
Si 0.0633 0.1773 -0.0048
Si -0.0561 -0.0804 -0.0069
Si -0.0569 0.011 -0.0269
Si -0.0709 0.0858 0.0026
Si 0.0674 -0.0167 0.003
Si -0.0937 0.0664 0.0159
Si 0.067 0.0335 -0.0075
Si -0.0062 0.0321 -0.0021
Si 0.0316 -0.0843 -0.007
Si 0.0043 -0.0003 -0.0196
Si 0.0653 -0.0235 -0.0342
Si 0.0602 -0.0817 -0.0143
Si -0.0208 0.0199 -0.0068
Si 0.0409 -0.0557 -0.0376
Si -0.0311 -0.0142 -0.013
Si -0.0172 0.0074 0.0067
Si 0.0095 0.0732 0.0496
Si -0.0972 0.0232 0.0105
Si 0.016 0.0112 0.0136
Si -0.0344 0.0258 0.0401
Si -0.0036 -0.0145 0.0079
Si -0.0029 0.0025 0.0086
Si -0.0308 0.0818 0.0043
Si -0.0146 -0.027 0.0394
Si 0.0948 -0.0137 -0.0166
Si -0.0452 -0.1217 -0.0186
Si 0.0132 0.0096 0.0387
Si 0.0881 -0.0259 -0.0186
Si -0.0155 0.0081 0.0319
Si 0.0004 0.0212 0.0395
Si -0.0621 -0.1648 -0.0293
Si 0.055 0.3629 -0.3575
Si -0.2225 -0.1617 0.1479
Si -0.2917 -0.0053 -0.0085
Si 0.0487 0.0847 0.1395
Si 0.025 -0.0724 0.1687
Si -0.0664 0.2511 -0.1927
Si 0.0758 0.0426 0.2432
Si -0.3814 -0.1391 -0.3427
Si -0.0015 0.0023 0.001
Si -0.0003 0.0002 -0.0022
Si -0.0005 0.0019 0.0012
Si 0.0003 0.0006 -0.0028
Si -0.0008 0.0005 -0.0016
Si -0.003 -0.0003 -0.0003
Si 0 0.0004 -0.0032
Si 0 -0.0004 -0.0024
Si -0.0004 0.0002 -0.0006
Si 0.0008 0.0001 0.0034
Si 0.0023 -0.0028 0.0035
Si 0.0007 0.0014 -0.0002
Si 0.0017 -0.0027 0.001
Si 0 -0.0009 0.0007
Si 0.0023 -0.0014 0.0001
Si 0.0037 -0.0003 0.0023
Si 0.0006 0.0035 -0.0007
Si -0.0002 0.0027 -0.0069
Si -0.0004 0.0028 -0.0054
Si -0.0015 0.0006 -0.002
Si -0.0011 -0.002 -0.003
Si 0.0016 -0.0009 0.0032
Si -0.0009 -0.0013 0.0026
Si -0.0013 0.0004 -0.0065
O 0.0009 -0.0006 0.0002
O 0.0015 -0.0011 0.0039
O 0.0023 0.0002 -0.0008
O 0.0002 -0.0035 0.0027
O 0.0005 -0.001 0.0051
O 0 -0.001 0.003
O 0.0029 -0.0018 0.0015
O 0.0017 -0.0008 0.0004
O 0.0003 -0.0004 0.0035
O 0.0022 -0.0007 0.0022
O -0.001 0.0007 -0.003
O 0.0008 0.0032 -0.0052
O -0.0008 -0.0002 0.0005
O 0.0014 -0.0023 0.0008
O 0.0003 -0.0013 0.0027
O 0.002 -0.0016 -0.0009
O 0 0.0005 -0.0025
O 0.0016 0.0006 -0.0007
O -0.0007 -0.0004 0.0022
O 0 0.0001 -0.0016
O 0.001 0.0009 0.0002
O 0.0005 0.0002 -0.0013
O 0.0035 0.002 -0.0025
O 0.0004 -0.0005 -0.0046
Si -0.0023 0.0027 0.0048
Si 0.0057 -0.0053 0.0089
Si -0.0044 0.002 0.0042
Si 0.0034 0.0002 0.0013
Si 0.0009 0.0008 0.0001
Si 0.0055 0.0018 -0.0009
Si 0.0146 -0.0305 -0.0234
Si 0.0168 -0.0001 0.0062
Si -0.0008 -0.0005 0.0034
Si 0.0046 -0.0143 0.0004
Si 0.0005 0.0013 -0.0076
Si -0.0115 0.0259 0.0526
Si 0.0042 -0.0052 -0.0013
Si 0.0066 -0.0034 0.0029
Si 0.0006 0.0008 0.005
Si 0.0023 -0.0031 -0.0034
Si 0.0016 0.0026 0.0051
Si -0.0002 0 -0.006
Si 0.0029 0.0022 0.0061
Si 0.0055 0.0003 0.0035
Si 0.0044 0.0019 0.0041
Si 0.0109 -0.0436 -0.0105
Si 0.0043 0.0026 0.0009
Si 0.0079 0.0003 -0.0047
Si 0.0011 0.0027 -0.0011
Si -0.0021 -0.0234 -0.0329
Si -0.0011 0.0004 0.0037
Si 0.0037 0.0063 0.0043
Si 0.0092 0.0052 0.0048
Si -0.0043 -0.0042 0.0088
Si 0.0117 0.0208 0.0304
Si -0.0011 0.0011 -0.0081
Si 0.0011 -0.0003 0.0039
Si -0.0019 -0.0106 0.0039
Si -0.0036 -0.0013 -0.0055
Si 0.0107 0.0038 -0.0049
Si 0.0118 0.0025 -0.014
O 0.0057 -0.0034 -0.0115
O 0.0023 0.0009 -0.0004
O -0.0034 0.0078 -0.0052
O 0.001 0.0052 0.0002
O -0.0047 0.0058 0.0029
O 0.001 0.002 0.0005
O 0.0032 -0.002 0.006
O 0.0032 0.0135 -0.007
O -0.0006 -0.0029 0
O 0 -0.0069 -0.0004
O 0.0024 0.0017 -0.0011
O 0.0003 -0.0026 0.0005
O 0.0028 0.0026 -0.0033
O -0.0014 0.0017 -0.0033
O -0.0013 0.0279 0.0007
O 0.0032 -0.0033 -0.0008
O -0.0099 -0.0094 -0.0057
O 0.0013 0.0052 -0.0044
O 0.0041 -0.0028 -0.0031
O 0.0038 0.0053 0.0046
O 0.014 0.0021 -0.0006
O 0.002 -0.0019 -0.0033
O 0.0017 0.0006 -0.0016
O -0.0013 -0.0026 0.0012
O 0.0177 0.0425 -0.038
O 0.0008 0.0011 -0.0002
O 0.0037 -0.0004 -0.0001
O 0 -0.0046 0.0008
O -0.0055 0.0108 -0.0089
O -0.0013 -0.0005 0.0007
O 0.0013 -0.0013 -0.0004
O -0.0027 -0.0012 0.0015
O 0.0006 0.001 -0.0012
O -0.0067 -0.0012 0.0131
O -0.0011 0.0035 -0.0017
O -0.0041 0.0012 -0.0017
O -0.0027 0.0083 0.0012
O -0.0014 -0.0004 -0.0003
O -0.0104 0.0173 -0.0393
O -0.2257 -0.4641 2.209
O 0.0045 0.0003 -0.001
O 0.0013 0.0019 0.002
O 0.0026 0.0013 -0.0019
O -0.0016 0.0011 0.0058
O 0.0009 -0.0002 -0.0012
O 0.0032 0.001 0.0012
O 0.0042 -0.0022 0.0002
O -0.003 -0.0061 -0.0056
O 0.0154 -0.0141 0.0017
O -0.0017 -0.004 0.0064
O 0.003 0.0016 -0.0031
O 0.0009 -0.003 0.0037
O -0.0025 0.0113 -0.0105
O 0.004 -0.0004 -0.0016
O -0.0012 -0.0003 0.0001
O 0.003 -0.0041 -0.0089
O -0.0045 -0.0012 0.005
O -0.0011 0.0026 -0.0025
O 0.0012 -0.0092 -0.0022
O 0.0221 0.0435 -0.0306
O 0.0055 0.0034 -0.0011
O -0.0009 0.0005 -0.001
O 0.0103 0.0121 -0.0143
O -0.0042 0.007 -0.0034
O 0.0015 0.0005 0.0004
O 0.0011 -0.0002 -0.001
H -0.0022 0.0029 -0.0045
H 0.0366 0.3543 -2.0952

The program warned: the cutoff lies below the one the program advises for these potential files; the forces do not sum to zero within the program's tolerance; the exchange-correlation potential is rough where the density is thin.
